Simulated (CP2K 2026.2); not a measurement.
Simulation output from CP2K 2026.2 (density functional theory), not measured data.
Periodic cell of 504 atoms, Si360O144, from a study of silicon, its oxide and their interface. The atomic structure is a simulated model.
Doubt: the forces sum to 2.29 eV/angstrom along one axis rather than to zero, so they err by at least 0.0046 eV/angstrom per atom on average; the grid cutoff is modest.

Settings: functional PBE; method Gaussian and plane waves; basis set DZVP-MOLOPT-SR-GTH; pseudopotentials GTH-PBE; grid cutoff 300 Ry, relative cutoff 40 Ry; k points Gamma only; occupations fixed; spin none; net charge 0.

Cell vectors (angstrom)
a 16.32 0 0
b 0 16.32 0
c -2.8253 3.4889 33.2367

Atoms and the computed forces on them: element, x, y, z (angstrom), force x, y, z (eV/angstrom)
Si 1.056 -1.001 0.1 0.2 -0.089 0.771
Si 3.939 1.656 0.015 0.082 -0.235 0.705
Si 1.639 3.795 0.055 -0.114 0.144 0.78
Si 3.785 7.039 0.059 0.213 -0.106 0.763
Si 1.508 -7.125 0.077 -0.035 0.19 0.693
Si 4.371 -4.391 -0.162 -0.288 0.192 0.774
Si 6.984 -1.587 0.095 -0.166 0.133 0.749
Si 9.138 1.61 0.061 0.231 -0.082 0.749
Si 6.96 3.853 0.215 -0.025 0.209 0.731
Si 9.822 6.548 0.078 -0.177 0.064 0.792
Si 6.633 9.733 0.014 0.113 -0.194 0.774
Si -7.032 -3.726 0.058 0.083 -0.166 0.716
Si -3.914 -1.554 0.26 -0.06 0.138 0.716
Si -1.108 1.213 0.244 -0.11 0.067 0.768
Si -4.31 4.314 -0.012 0.145 -0.213 0.793
Si -1.576 6.972 0.107 0.096 -0.147 0.766
Si -3.804 -7.142 0.006 -0.055 0.225 0.695
Si -1.575 -3.645 -0.081 0.166 -0.362 0.678
Si 2.753 0.06 1.32 -0.01 0.025 -0.066
Si 5.416 2.706 1.499 -0.01 0.013 -0.045
Si 2.704 5.428 1.375 0.008 -0.006 -0.037
Si 5.43 8.176 1.312 -0.014 0.01 -0.032
Si 2.72 -5.447 1.209 0.021 -0.016 -0.073
Si 5.405 -2.807 1.296 0.008 -0.016 -0.064
Si 8.104 0.002 1.412 -0.009 -0.019 -0.048
Si -5.475 2.713 1.279 -0.013 0.018 -0.062
Si 8.196 5.451 1.384 0.017 -0.016 -0.049
Si -5.369 8.117 1.395 0.008 -0.02 -0.066
Si 8.191 -5.408 1.309 -0.021 0.007 -0.069
Si -5.477 -2.724 1.502 0.003 0.012 -0.049
Si -2.711 0.03 1.466 0.019 0.004 -0.051
Si 0.111 2.721 1.496 0.024 0.015 -0.057
Si -2.75 5.409 1.386 -0.017 0.006 -0.057
Si -0.02 8.102 1.443 -0.021 -0.002 -0.041
Si -2.658 -5.417 1.168 -0.005 0.014 -0.043
Si -0.025 -2.642 1.365 0.005 0.003 -0.066
Si 1.449 1.351 2.82 0.005 -0.015 0.037
Si 4.081 4.128 2.781 0.003 0.006 0.03
Si 1.329 6.732 2.769 0.003 0.002 0.029
Si 4.061 9.542 2.674 0.002 0.015 0.028
Si 1.372 -4.076 2.613 -0.003 -0.021 -0.012
Si 4.067 -1.391 2.639 0.024 0.022 0.003
Si 6.75 1.306 2.808 0.015 -0.002 0.022
Si 9.531 4.058 2.736 0.01 -0.005 0.044
Si 6.8 6.824 2.682 -0.008 -0.003 0.005
Si 9.543 -6.797 2.661 -0.009 -0.004 0.003
Si 6.796 -4.099 2.71 -0.01 -0.015 0.039
Si -6.816 -1.307 2.788 -0.006 0.008 0.025
Si -4.122 1.4 2.714 -0.01 0.014 0.02
Si -1.349 4.081 2.733 0.004 0 0.009
Si -4.058 6.771 2.796 0.001 -0.006 0.038
Si -1.357 -6.738 2.675 -0.019 -0.002 0.01
Si -4.053 -4.165 2.681 0.022 -0.008 0.001
Si -1.362 -1.35 2.806 0.017 0.012 0.04
Si 0.031 -0.002 4.133 0.002 0.004 -0.006
Si 2.756 2.745 4.155 -0.006 -0.006 -0.013
Si -0.024 5.418 4.138 0.003 0.002 0.01
Si 2.715 8.157 4.048 0.014 0.003 -0.017
Si 0.023 -5.415 4.032 -0.005 0 0.004
Si 2.708 -2.729 4.02 0.001 -0.002 0
Si 5.396 -0.071 4.102 -0.017 -0.001 0.003
Si 8.153 2.705 4.095 0.008 0.011 -0.016
Si 5.466 5.48 4.092 -0.001 -0.007 0.005
Si 8.164 -8.14 4.037 0.01 0.004 -0.005
Si 5.431 -5.452 4.066 0.002 0.001 -0.011
Si 8.136 -2.717 4.084 -0.013 -0.002 -0.012
Si -5.44 0.038 4.114 -0.009 0.003 0.006
Si -2.729 2.726 4.077 -0.003 -0.005 -0.007
Si -5.444 5.416 4.119 -0.005 0 -0.011
Si -2.695 8.194 4.073 0.01 -0.008 -0.013
Si -5.424 -5.476 4.064 0.014 0.01 0.01
Si -2.736 -2.761 4.077 -0.015 0.005 -0.015
Si 1.378 -1.361 16.314 0.002 0.006 -0.01
Si 4.09 1.374 16.371 -0.017 0.009 -0.002
Si 1.376 4.038 16.301 -0.002 0.008 -0.015
Si 4.09 6.828 16.313 -0.002 0.009 -0.005
Si 1.362 -6.804 16.316 -0.003 -0.01 0
Si 4.073 -4.087 16.295 0.01 -0.001 -0.011
Si 6.789 -1.327 16.324 0.008 0.004 -0.005
Si -6.777 1.383 16.335 0.028 -0.003 0.001
Si 6.825 4.1 16.352 0.015 -0.001 -0.004
Si -6.824 6.804 16.334 -0.002 0.001 -0.012
Si 6.804 -6.776 16.319 -0.006 0.011 -0.009
Si -6.823 -4.078 16.32 -0.002 -0.005 0
Si -4.075 -1.377 16.317 0.011 -0.001 -0.01
Si -1.344 1.343 16.28 -0.008 0.003 -0.013
Si -4.08 4.101 16.313 -0.006 0.007 -0.006
Si -1.398 6.754 16.284 -0.007 -0.022 -0.019
Si -4.107 9.504 16.299 -0.003 -0.015 0.002
Si -1.356 -4.086 16.323 -0.01 -0.004 -0.008
Si 2.708 -0.002 17.708 0 -0.009 0.006
Si 5.477 2.75 17.723 0.002 0.017 0.004
Si 2.762 5.402 17.619 0 0.021 0.017
Si 5.425 8.221 17.68 0.01 -0.007 -0.019
Si 2.719 -5.426 17.683 -0.021 0 -0.005
Si 5.417 -2.715 17.638 -0.009 0.007 0.004
Si 8.171 0.03 17.681 -0.009 -0.008 -0.005
Si -5.435 2.781 17.692 0 -0.001 0.028
Si 8.143 5.483 17.746 0 -0.011 0.016
Si -5.447 8.141 17.682 -0.01 0.006 0.013
Si 8.157 -5.435 17.706 -0.008 0.017 0.015
Si -5.477 -2.709 17.671 0.012 0.007 -0.009
Si -2.656 -0.045 17.637 0.01 -0.005 -0.001
Si -0.007 2.692 17.659 0.011 -0.012 0.003
Si -2.718 5.41 17.718 0.025 0.004 -0.004
Si -0.026 -8.217 17.59 0.016 -0.013 -0.008
Si -2.768 -5.437 17.641 0.003 0.002 0.023
Si 0.053 -2.75 17.673 -0.003 -0.012 -0.019
Si 1.323 1.357 19.058 0.005 -0.023 -0.012
Si 4.159 4.173 19.068 0.012 0.011 -0.004
Si 1.295 6.668 18.905 -0.039 -0.021 -0.038
Si 4.046 -6.774 19.06 0.029 0 0.006
Si 1.41 -4.067 19.091 0.022 0.017 -0.007
Si 4.078 -1.388 19.037 0.003 -0.028 -0.028
Si 6.884 1.419 19.074 0.013 0.015 -0.013
Si -6.766 4.17 19.119 0.029 -0.012 -0.047
Si 6.75 6.892 19.074 0.002 0.007 -0.025
Si -6.786 9.504 19.053 -0.008 -0.004 -0.013
Si 6.754 -4.051 19.018 0.004 -0.001 -0.012
Si 9.471 -1.367 19.049 -0.005 -0.023 -0.001
Si -4.016 1.352 18.916 -0.006 0.026 -0.046
Si -1.361 3.996 19.063 -0.021 0.011 -0.018
Si -4.083 6.793 19.058 -0.016 -0.002 -0.001
Si -1.376 -6.832 18.907 -0.002 -0.021 -0.055
Si -4.143 -4.081 19.019 -0.012 -0.008 -0.029
Si -1.291 -1.41 19.024 -0.008 0.022 -0.013
Si 0.044 -0.085 20.469 0.02 0.015 0.059
Si 2.762 2.757 20.295 -0.013 -0.001 0.039
Si 0.023 5.315 20.404 0.006 0.032 0.053
Si 2.589 8.086 20.191 -0.001 -0.008 0.02
Si -0.035 -5.485 20.265 -0.006 0.001 0.053
Si 2.755 -2.715 20.526 0 0.003 0.079
Si 5.541 -0.042 20.304 0.007 -0.041 0.051
Si 8.167 2.832 20.497 0.007 0.009 0.053
Si 5.402 5.629 20.537 -0.043 0.002 0.031
Si 8.138 8.211 20.439 0.013 -0.002 0.065
Si 5.364 -5.347 20.424 -0.013 0.002 0.062
Si 8.101 -2.724 20.439 -0.001 -0.028 0.03
Si -5.442 0.076 20.23 0.008 -0.001 0.048
Si -2.655 2.56 20.405 -0.001 -0.025 0.058
Si -5.359 5.496 20.547 -0.04 -0.015 0.054
Si -2.71 -8.136 20.329 0.004 0.023 0.054
Si -5.473 -5.442 20.436 -0.003 0.013 0.032
Si -2.729 -2.739 20.321 0.007 -0.008 0.037
Si 1.744 -1.036 21.835 -0.392 -0.397 -0.644
Si 4.007 1.199 21.469 0.163 0.203 -0.693
Si 1.618 4.161 21.763 -0.212 -0.119 -0.645
Si 3.555 6.666 21.762 0.357 0.118 -0.701
Si 1.012 -7.149 21.501 0.104 0.218 -0.728
Si 4.339 -3.778 21.904 -0.113 -0.165 -0.695
Si 6.578 -1.532 21.802 0.16 0.049 -0.698
Si -6.479 1.646 21.635 -0.156 -0.029 -0.798
Si 7.103 4.55 21.769 -0.15 -0.185 -0.674
Si -6.938 6.761 21.829 0.227 0.149 -0.675
Si 6.882 -6.54 21.689 -0.007 -0.16 -0.605
Si 9.176 -4.366 21.729 0.119 0.086 -0.78
Si -3.953 -1.15 21.512 -0.077 -0.128 -0.761
Si -1.602 0.888 21.798 0.152 0.362 -0.724
Si -4.187 3.743 21.681 0.036 0.269 -0.712
Si -1.165 6.952 21.576 -0.182 -0.205 -0.75
Si -3.788 -6.53 21.673 -0.197 -0.129 -0.789
Si -1.565 -4.345 21.568 -0.001 0.148 -0.689
Si 4.208 1.402 24.354 -0.063 -0.023 0.012
Si 3.366 4.475 -7.091 0.048 0.07 -0.125
Si -5.816 3.255 -4.732 -0.008 0.094 -0.042
Si 2.6 -7.674 23.902 -0.113 -0.043 -0.165
Si 3.846 -5.056 24.75 -0.118 0.11 -0.191
Si -2.648 0.962 -6.74 0.083 0.052 -0.016
Si 1.895 -1.954 24.857 0.019 0.094 -0.15
Si -4.579 6.058 -4.96 -0.102 -0.064 -0.002
Si 7.938 7.828 -2.059 -0.008 -0.007 0.183
Si -4.545 -1.11 -2.611 -0.046 -0.093 0.092
Si 3.837 -5.308 -5.637 -0.054 0.029 -0.09
Si -0.559 -3.58 24.393 0.11 -0.073 -0.023
Si -4.173 6.942 25.735 0.082 0.051 -0.073
Si 0.405 7.358 -4.104 0.019 -0.015 -0.059
Si -5.597 -7.569 23.968 -0.087 -0.066 -0.127
Si -2.517 -3.36 -5.642 0.037 0.017 0.072
Si 1.212 2.413 -6.77 -0.108 0.003 -0.059
Si 6.523 -3.908 25.805 0.003 0.113 -0.079
Si 4.81 -1.312 25.707 -0.046 -0.023 0.111
Si 5.381 5.413 -4.93 0.064 0.167 -0.07
Si -7.8 -6.074 25.178 -0.112 0.124 -0.04
Si 5.985 5.258 24.354 0.022 -0.027 -0.104
Si -0.674 -1.243 -6.991 -0.084 0.048 0.104
Si -7.047 7.586 -4.753 0.042 -0.116 0.016
Si 5.207 -0.192 -2.14 0.047 0.121 0.171
Si 1.526 2.662 24.556 0.07 0.008 -0.167
Si 7.21 -0.181 -4.488 0.061 -0.215 0.052
Si -2.488 8.11 -4.528 -0.077 0.037 0.012
Si 8.156 4.923 -6.044 0.132 0.036 0.062
Si 3.179 -4.133 -3.057 0.07 0.024 0.199
Si -6.034 -3.907 -2.882 -0.033 0.108 0.087
Si 2.354 -1.407 -2.703 -0.057 0.101 0.051
Si -5.321 -2.21 -6.509 0.152 0.021 -0.149
Si -1.77 -6.069 -6.673 0.093 0.046 0.01
Si -1.119 1.269 24.859 0.049 -0.185 -0.168
Si 1.947 7.065 -6.797 0.019 -0.014 0.034
Si -4.056 -6.117 -2.804 -0.035 -0.035 0.053
Si -1.421 -4.458 -2.963 0.097 0.097 0.02
Si -2.408 0.546 -3.776 0.026 0.077 0.095
Si 0.967 -6.341 -2.795 -0.175 0.02 0.086
Si -2.392 3.007 -2.092 0.033 0.05 0.115
Si 6.29 -8.023 24.244 -0.03 0.11 0.001
Si -2.71 5.367 23.829 0.072 -0.011 -0.054
Si 3.874 3.912 25.797 -0.019 -0.078 -0.078
Si 0.537 0.256 -4.603 -0.042 0 -0.041
Si 1.205 -5.034 -7.027 0.012 0.017 0.003
Si -6.591 1.053 -2.95 -0.05 0.071 0.144
Si -7.826 -0.144 23.893 -0.105 -0.065 -0.113
Si 4.814 8.145 -5.967 0.042 -0.098 -0.015
Si -0.194 5.16 -2.127 -0.077 -0.043 0.129
Si -5.37 0.933 -6.776 -0.035 0.014 -0.079
Si -7.977 -3.14 -5.058 -0.162 0.05 0.001
Si 5.627 5.628 -1.972 0.013 0.067 0.183
Si -5.782 -2.452 23.782 -0.092 0.043 -0.139
Si 1.379 -1.389 5.448 0.004 0.009 0.012
Si 4.093 1.341 5.47 0.004 -0.001 0.012
Si 1.352 4.072 5.485 -0.006 0.001 0.012
Si 4.083 6.825 5.435 -0.006 0.006 0.002
Si 1.359 9.525 5.406 -0.001 -0.002 0.007
Si 4.071 -4.077 5.408 0.001 0.005 0.008
Si 6.78 -1.387 5.464 0.011 0 0.017
Si 9.514 1.372 5.473 -0.004 -0.004 0.009
Si 6.806 4.089 5.442 0.005 -0.007 0.012
Si -6.815 6.808 5.427 -0.005 -0.006 0.002
Si 6.802 -6.801 5.422 -0.005 0.003 0.002
Si 9.527 -4.087 5.407 -0.002 0.006 0.008
Si -4.084 -1.371 5.43 0.012 0.001 0.011
Si -1.365 1.363 5.446 0 0.003 0.004
Si -4.07 4.076 5.467 0.002 0.002 0.005
Si -1.357 6.826 5.455 -0.021 0.007 0.01
Si -4.08 -6.815 5.445 0.003 -0.003 0.018
Si -1.345 -4.088 5.427 0.005 -0.006 0.009
Si 2.721 -0.014 6.815 -0.001 -0.001 0
Si 5.456 2.716 6.806 0.007 -0.01 0.001
Si 2.726 5.455 6.802 -0.003 0 0.002
Si 5.445 -8.151 6.798 0.006 -0.004 0.004
Si 2.717 -5.44 6.775 0 0 -0.002
Si 5.421 -2.741 6.809 -0.002 0.009 0.004
Si 8.149 -0.008 6.805 0 0.008 0.007
Si -5.435 2.722 6.825 -0.002 -0.003 0.001
Si -8.161 5.449 6.803 0 0.002 -0.002
Si 10.873 -8.168 6.799 0.007 0.002 0.004
Si 8.164 -5.44 6.78 0 -0.001 -0.001
Si 10.871 -2.724 6.788 0 0.004 -0.002
Si -2.72 -0.013 6.795 -0.003 -0.006 -0.005
Si -0.013 2.713 6.826 0.001 0.003 0.004
Si -2.718 5.455 6.811 0.004 0.011 -0.001
Si 0.013 8.176 6.8 0 -0.002 -0.003
Si -2.712 -5.445 6.79 0.002 -0.001 0
Si 0.004 -2.734 6.803 -0.001 -0.003 0.002
Si 1.356 1.348 8.17 -0.01 -0.014 -0.001
Si 4.083 4.08 8.154 -0.002 -0.004 -0.006
Si 1.366 6.81 8.163 0.006 0.012 0
Si 4.079 -6.791 8.15 0.002 0.006 0
Si 1.362 -4.094 8.157 -0.001 -0.001 -0.006
Si 4.082 -1.367 8.174 0.001 0.003 -0.001
Si 6.808 1.361 8.17 0.008 0.007 0
Si -6.799 4.09 8.167 0.009 0.005 0.002
Si 6.794 6.803 8.16 -0.004 -0.001 -0.001
Si 9.518 -6.797 8.152 -0.003 -0.006 -0.009
Si 6.8 -4.091 8.156 -0.001 0.003 -0.001
Si 9.515 -1.367 8.158 -0.003 -0.006 -0.006
Si -4.078 1.347 8.166 0 0.001 -0.007
Si -1.362 4.088 8.173 0 0 -0.008
Si -4.088 6.8 8.167 -0.002 -0.01 -0.002
Si -1.358 -6.8 8.16 -0.003 -0.003 -0.002
Si -4.078 -4.08 8.145 0.004 0.004 -0.01
Si -1.357 -1.368 8.158 0.006 0.005 0
Si -0.003 -0.011 9.524 -0.001 -0.001 0
Si 2.723 2.72 9.516 0 0 -0.004
Si 0.006 5.445 9.524 -0.002 0.002 0.001
Si 2.726 -8.153 9.519 -0.002 -0.005 0.001
Si 0 -5.445 9.522 0 -0.002 -0.003
Si 2.717 -2.73 9.519 -0.005 0.001 -0.004
Si 5.445 0.001 9.524 0.004 0.007 -0.002
Si -8.154 2.724 9.526 -0.003 -0.009 -0.003
Si 5.439 5.439 9.519 0.004 -0.001 -0.002
Si 8.157 -8.156 9.514 -0.001 0 0.002
Si 5.438 -5.441 9.519 0.003 -0.004 0.001
Si 8.156 -2.724 9.518 0 0.011 -0.001
Si -5.444 -0.007 9.523 -0.002 -0.008 -0.001
Si -2.721 2.716 9.522 0.002 0.004 -0.001
Si -5.441 5.442 9.529 0.002 0.006 0
Si -2.721 -8.16 9.518 -0.003 0.001 -0.003
Si -5.44 -5.437 9.51 0.007 0.003 -0.005
Si -2.724 -2.724 9.516 -0.002 0.001 -0.006
Si 1.359 -1.372 10.879 0.003 0.002 -0.001
Si 4.087 1.365 10.879 0 -0.008 0.001
Si 1.367 4.08 10.881 -0.002 0.001 0.004
Si 4.08 -9.521 10.879 0.001 -0.001 0.002
Si 1.361 -6.803 10.883 -0.002 -0.001 0.002
Si 4.081 -4.078 10.881 -0.002 0.01 0
Si 6.806 -1.356 10.883 0.001 0 0.003
Si -6.8 1.359 10.885 0.005 0.012 0.001
Si -9.518 4.084 10.881 0 -0.001 0.001
Si 9.512 -9.516 10.876 0.004 0.002 -0.002
Si 6.798 -6.8 10.878 -0.004 -0.002 -0.001
Si 9.522 -4.078 10.878 -0.005 -0.003 0
Si -4.082 -1.365 10.881 0.005 0.002 -0.001
Si -1.359 1.355 10.878 0.008 -0.01 -0.002
Si -4.082 4.075 10.881 -0.009 -0.007 0
Si -1.362 6.799 10.88 -0.002 0.005 0
Si -4.083 -6.798 10.872 0.005 -0.003 -0.002
Si -1.365 -4.086 10.876 0.001 0.001 0.003
Si 2.728 -0.008 12.224 -0.012 -0.001 -0.002
Si 5.445 2.727 12.244 -0.001 0.001 0.003
Si 2.726 5.438 12.248 0.006 0.005 0.003
Si 5.443 -8.164 12.236 -0.001 -0.002 -0.001
Si 2.719 -5.438 12.239 0.005 -0.003 -0.001
Si 5.44 -2.712 12.238 0.005 0.006 0.001
Si 8.16 0.005 12.252 -0.002 -0.002 0.001
Si -5.441 2.72 12.243 0.003 -0.008 0.006
Si -8.158 5.443 12.242 -0.003 0.005 0.004
Si 10.869 -8.152 12.228 -0.002 -0.002 -0.001
Si 8.154 -5.433 12.235 0.002 -0.002 0.005
Si 10.878 -2.719 12.247 0.007 0.004 0.007
Si -2.72 -0.002 12.237 0.002 0.008 0.001
Si 0.007 2.712 12.233 0 -0.007 0.004
Si -2.723 5.436 12.238 0.005 -0.003 0.006
Si -0.001 8.154 12.242 0.003 0 0.002
Si -2.724 -5.447 12.239 -0.008 -0.002 0
Si -0.006 -2.728 12.235 -0.005 0 0.002
Si 1.377 1.347 13.583 0.009 -0.014 -0.002
Si 4.092 4.084 13.615 -0.002 0.003 0.009
Si 1.359 6.796 13.605 -0.006 -0.002 0.005
Si 4.086 -6.798 13.588 0 -0.007 0
Si 1.352 -4.084 13.598 0.003 0.004 0.007
Si 4.085 -1.35 13.601 -0.005 0.008 -0.001
Si 6.802 1.374 13.612 -0.002 0.002 0.008
Si -6.799 4.082 13.604 0.011 -0.001 -0.001
Si 6.802 -9.518 13.602 0.007 -0.001 0
Si 9.508 -6.797 13.593 -0.006 -0.001 -0.004
Si 6.8 -4.066 13.596 -0.007 0.003 -0.001
Si 9.524 -1.352 13.613 0.001 0.001 0.013
Si -4.078 1.361 13.597 0 -0.002 -0.002
Si -1.358 4.067 13.589 0.002 0.003 0.009
Si -4.1 6.8 13.581 -0.01 0.011 -0.004
Si -1.366 9.51 13.6 0 -0.007 0
Si -4.083 -4.089 13.601 0.014 -0.012 0.005
Si -1.361 -1.366 13.593 0 0.006 0.002
Si 0.019 -0.014 14.937 -0.004 0.006 -0.009
Si 2.738 2.694 14.954 -0.005 -0.008 -0.003
Si 0.005 5.413 14.953 -0.003 0.002 0.004
Si 2.726 8.17 14.948 0.008 0.009 -0.007
Si -0.006 -5.449 14.958 -0.002 -0.011 0.004
Si 2.721 -2.719 14.944 -0.005 -0.001 -0.005
Si 5.431 0.024 14.971 -0.003 -0.002 0.001
Si 8.168 2.731 14.976 -0.007 0.003 0.001
Si 5.457 5.449 14.977 0.002 0.004 0.001
Si 8.154 -8.152 14.962 0 0.004 0.007
Si 5.444 -5.436 14.946 0.012 0.001 -0.01
Si 8.148 -2.702 14.968 0 -0.001 -0.005
Si -5.426 0.01 14.971 0.011 0.011 0.003
Si -2.724 2.72 14.956 0.006 -0.005 0.005
Si -5.451 5.455 14.962 -0.003 -0.003 0.005
Si -2.744 8.144 14.941 -0.002 -0.012 0
Si -5.462 -5.44 14.955 -0.003 0.001 0
Si -2.716 -2.73 14.955 -0.009 0.001 0.001
O 3.319 7.616 -6.182 0.149 -0.226 0.166
O 6.083 -2.344 25.551 0.293 0.235 0.085
O 6.345 4.199 23.18 -0.014 -0.547 0.18
O -2.843 -0.122 22.117 -0.158 -0.001 0.459
O 3.55 7.565 23.144 0.373 0.147 0.499
O -1.887 4.948 25.166 0.291 -0.583 0.148
O -6.514 -3.688 23.062 0.162 -0.061 0.489
O 2.646 5.366 22.174 0.118 0.005 0.171
O -3.59 -7.307 -3.777 -0.082 0.145 -0.266
O 1.044 1.567 -5.407 0.124 0.247 0.248
O 0.183 -0.903 -5.665 0.293 -0.357 0.198
O 6.331 6.741 23.802 -0.083 0.121 -0.153
O 3.504 -2.096 25.103 -0.039 -0.109 0.032
O -8.161 -2.622 -0.393 0.074 0.034 -0.28
O 0.184 2.137 25.287 0.145 -0.13 0.618
O -7.117 7.268 -1.235 0.191 0.204 -0.299
O -6.871 -1.379 24.289 0.001 0.173 0.349
O 6.135 4.408 -1.064 -0.065 -0.18 -0.284
O -4.708 -0.933 -1.015 -0.627 0.57 -0.007
O -7.465 -3.752 -3.637 -0.453 -0.104 0.345
O -0.288 -5.525 -3.438 0.083 -0.094 -0.219
O 7.213 -0.756 23.098 -0.419 0.254 0.025
O -1.092 7.876 -3.778 -0.138 -0.108 0.351
O -0.623 -7.26 25.881 -0.544 -0.145 -0.566
O 2.292 3.749 25.487 -0.551 0.653 0.227
O 5.466 -2.639 22.328 -0.265 0.001 0.582
O 2.272 -2.846 -3.428 -0.263 0.017 -0.345
O -5.688 6.934 -4.157 -0.02 -0.094 0.572
O -6.799 0.945 -1.361 0.383 -0.402 -0.253
O -2.833 -2.629 -0.337 -0.088 -0.056 -0.372
O -5.549 -0.615 -6.379 0.006 0.044 0.344
O 3.666 -4.354 23.288 -0.647 -0.068 -0.095
O 1.311 -7.745 -3.529 0.425 0.07 0.098
O -4.551 -6.697 -1.376 -0.511 0.174 -0.122
O 8.045 2.763 -0.332 -0.094 0.045 -0.564
O 5.518 7.038 -5.009 0.186 0.171 0.511
O 2.649 8.12 -0.427 0.18 -0.064 -0.588
O -0.68 -3.767 22.805 0.626 0.108 -0.036
O -3.645 3.762 -1.398 -0.212 -0.052 -0.283
O 5.514 -5.511 -0.493 -0.065 0.044 -0.235
O -2.922 0.321 -5.287 -0.186 -0.184 0.078
O -0.905 1.048 23.266 0.577 0.248 0.092
O 4.683 2.561 25.373 0.463 -0.043 0.363
O 3.529 -6.624 24.667 0.248 -0.316 0.101
O -6.205 2.59 -3.303 -0.047 0.33 0.373
O -5.42 5.435 -0.46 0.151 -0.029 -0.425
O -2.682 -5.407 22.124 -0.104 0.161 0.547
O 7.496 -1.771 -4.771 -0.434 -0.167 -0.314
O -2.734 -4.893 -6.118 -0.652 -0.224 0.363
O -6.61 -2.861 -5.839 0.232 -0.265 0.11
O -6.315 -4.204 -1.317 0.059 -0.529 0.182
O -0.267 -5.468 -6.522 0.075 -0.137 0.114
O -0.07 0.1 -0.347 0.058 0.028 -0.613
O -7.975 5.545 22.212 0.101 -0.182 0.437
O 1.61 -1.604 -1.292 0.057 -0.228 -0.112
O 5.936 -7.163 22.898 -0.384 0.019 -0.026
O -5.42 0.019 -3.348 0.003 -0.053 -0.119
O 0.783 7.129 -5.668 -0.445 -0.165 -0.065
O 4.665 1.778 22.849 0.577 0.222 0.12
O -1.392 -2.264 24.784 -0.265 0.179 -0.463
O 1.488 -1.302 23.432 -0.419 0.102 0.219
O -7.155 3.84 -5.411 -0.167 -0.075 -0.24
O -3.261 4.137 22.968 0.354 -0.334 0.413
O 2.571 1.414 24.394 -0.332 -0.62 -0.149
O 2.297 -5.453 -2.861 0.412 -0.388 -0.009
O -2.659 8.079 -0.435 -0.109 0.142 -0.557
O 6.874 4.92 25.628 -0.123 0.148 0.39
O 4.904 0.01 24.771 0.195 0.022 -0.346
O 0.548 5.931 -3.343 0.478 -0.473 0.018
O 6.948 0.619 -5.869 -0.037 0.585 -0.035
O 4.66 -6.682 -5.363 0.142 0.036 0.439
O 4.725 1.132 -1.325 0.303 0.262 -0.064
O 1.163 3.365 23.124 -0.341 -0.176 0.103
O 2.898 0.096 21.913 0.052 0.097 -0.008
O 0.121 3.635 -6.841 0.245 0.531 0.508
O -2.13 2.464 -6.501 -0.195 0.192 0.581
O 2.688 3.03 -6.885 0.344 -0.393 -0.012
O -1.318 4.098 -2.633 0.003 -0.133 -0.477
O -0.79 0.578 -3.734 0.133 0.228 0.475
O -4.005 6.218 24.291 -0.313 -0.003 -0.376
O -5.232 2.008 -5.577 0.266 -0.016 0.213
O -2.767 -5.207 -2.507 -0.091 -0.067 0.436
O 5.906 0.069 -3.564 -0.118 0.272 -0.47
O 0.935 4.367 -1.291 0.014 0.266 -0.364
O 1.773 -6.723 22.875 -0.018 0.281 0.417
O 4.355 6.355 -1.302 -0.143 0.151 -0.326
O 3.934 -3.853 -1.644 0.171 0.231 -0.287
O -5.08 -2.587 -3.024 0.011 -0.022 -0.633
O -4.334 -7.175 23.056 0.422 -0.298 0.571
O -0.079 8.076 22.039 0.043 0.041 0.562
O -5.226 -5.202 -3.448 -0.16 -0.103 -0.385
O -6.429 -6.219 24.325 0.259 0.353 -0.171
O -1.702 2.054 -0.997 -0.284 0.167 -0.328
O -3.103 6.613 -4.634 0.334 -0.49 0.205
O 5.2 5.018 -3.387 -0.361 -0.65 -0.122
O -1.549 -2.562 -6.667 0.165 -0.269 -0.205
O -8.16 0.719 25.208 0.039 0.376 -0.08
O -1.217 -4.837 25.162 -0.505 -0.184 -0.169
O 5.374 -4.854 25.194 0.242 -0.604 0.089
O -2.517 2.045 24.997 -0.163 0.361 -0.321
O -6.806 -7.55 -5.828 0.14 0.437 0.261
O 4.133 -4.38 -4.345 0.541 0.384 -0.079
O -6.441 7.602 23.161 0.165 -0.084 0.419
O 4.096 4.881 -5.72 -0.113 -0.159 0.269
O -4.922 -2.947 25.036 0.128 -0.363 -0.162
O 6.297 -0.978 -1.244 0.032 0.086 -0.33
O -1.758 6.311 22.942 0.026 0.046 0.263
O -7.9 -8.11 -3.543 -0.084 0.524 -0.197
O -6.818 4.493 25.612 0.129 0.076 -0.799
O 2.909 -4.559 25.957 -0.024 0.435 -0.032
O 3.896 -1.067 -2.419 0.264 -0.284 0.185
O 0.658 -6.616 -1.224 -0.564 -0.013 0.131
O 1.692 -0.254 -3.608 0.042 0.193 0.056
O 6.653 4.641 -5.555 -0.155 -0.293 0.071
O 4.288 -4.614 -7.045 0.187 0.453 0.093
O -0.896 -3.793 -1.574 0.797 0.194 -0.107
O -1.81 -3.425 -4.164 -0.159 0.323 0.237
O -4.785 6.377 -6.515 -0.066 0.057 -0.192
O 7.326 -7.193 -1.33 0.191 0.217 -0.302
O -5.045 -8.07 25.418 -0.191 0.436 0.311
O 4.456 5.12 24.877 -0.425 0.441 -0.19
O -7.815 6.409 -5.539 -0.014 0.046 -0.148
O -2.918 1.999 -3.245 -0.148 0.349 -0.074
O -7.882 0.554 -3.758 -0.065 0.099 -0.182
O -4.745 4.478 -4.613 0.195 0.017 0.171
O -2.083 -7.447 -5.896 0.059 -0.116 -0.357
O -3.966 -2.637 -5.719 0.035 0.227 0.232
O 2.23 -5.54 -5.86 -0.285 -0.131 0.354
O 7.529 -4.233 -5.985 -0.475 -0.316 0.194
O 7.873 -4.564 25.124 0.143 0.387 -0.332
O -2.997 -0.736 -2.965 0.224 -0.573 0.244
O -4.409 3.495 25.775 0.075 0.166 -0.589
O -5.359 2.711 22.186 0.095 -0.109 0.28
O -0.891 6.272 -1.186 -0.004 0.262 -0.355
O -4.75 -1.787 22.757 0.1 -0.007 0.173
O 8.016 -5.446 22.214 -0.078 -0.078 0.519
O 5.41 -8.021 25.591 -0.112 -0.03 -0.157
O 2.792 2.737 -0.452 -0.163 0.234 -0.464
O -1.316 0.008 25.866 0.363 -0.005 0.126
O 1.602 7.899 24.927 -0.05 -0.715 -0.041
O 7.688 -7.346 24.636 0.294 -0.383 0.184
O 6.824 6.681 -2.14 -0.175 -0.161 0.074
O 0.993 -3.326 24.824 0.125 -0.32 0.239
O -7.043 0.863 22.924 0.264 0.037 0.046

Results
total energy: -101655.576 eV
total energy less fixed offsets of O -438.25, Si -107.07 eV per atom: -2.376 eV
